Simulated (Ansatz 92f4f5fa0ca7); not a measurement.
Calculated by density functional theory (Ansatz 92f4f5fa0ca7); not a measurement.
Periodic cell of 223 atoms, Si133O90, from a study of silicon, its oxide and their interface. The atomic structure is a simulated model.
Doubt: the cutoff is far below the 930 eV that the study's wrapper takes by default for these files, so forces and energies are approximate.
This geometry differs little from another in the collection (a relaxation step or a small displacement).

Settings: functional PBE; potential files Ansatz PAW; basis plane waves; wave-function cutoff 580 eV; density cutoff ratio 5; exchange-correlation grid ratio 1; k mesh 1 x 1 x 1, Gamma-centred; self-consistency stop 5e-08 eV per atom in the density residual; occupations fixed; spin none; net charge 0.

Cell vectors (angstrom)
a, 10.938, 0, 0
b, 0, 10.938, 0
c, 0, 0, 32.3308

Atoms and the computed forces on them: element, x, y, z (angstrom), force x, y, z (eV/angstrom)
Si, 0.4642, -0.554, 24.7679, 0.0003, 0.0069, -0.0113
Si, 5.5615, -0.2792, 24.9199, -0.0106, 0.0151, 0.0328
Si, 2.5765, 2.9466, 24.9413, 0.0031, -0.004, 0.0035
Si, 8.0599, 2.9611, 24.6758, 0.0015, -0.0043, 0.0236
Si, 0.3475, 5.2291, 24.8376, -0.0115, 0.0089, 0.0177
Si, 4.8478, 6.0213, 24.8271, 0.0038, -0.0042, 0.0026
Si, 2.7122, 8.233, 25.315, 0.0051, -0.0034, 0.0364
Si, 7.9483, 8.5569, 24.7176, 0.0052, -0.0019, 0.0035
Si, 1.3736, 1.2725, 26.0901, -0.0004, 0.0022, 0.0145
Si, 6.785, 1.4471, 26.0356, 0.0016, -0.0035, -0.0026
Si, 4.0675, 4.2219, 26.2082, 0.0049, -0.002, 0.0094
Si, 9.5616, 4.1281, 26.0873, 0.0103, -0.0015, -0.0015
Si, 1.2769, 6.7779, 26.3553, 0.0046, 0.0025, 0.0006
Si, 6.7743, 6.8916, 26.0039, 0.0011, -0.0028, 0.0131
Si, 4.1711, 9.5965, 26.4621, -0.0047, -0.0023, -0.0041
Si, 9.5843, 9.5785, 26.0955, -0.0069, 0, 0.0106
Si, 2.7157, 0.0533, 27.6056, 0.0021, -0.0021, 0.0045
Si, 8.1992, 0.0636, 27.4649, 0.0004, 0.0024, -0.0049
Si, -0.0162, 2.6991, 27.4775, -0.0043, 0.004, -0.0064
Si, 5.4571, 2.7771, 27.5051, -0.0009, -0.0044, 0.0036
Si, 2.7113, 5.4686, 27.6404, 0.0012, 0.0043, 0.0045
Si, 8.1707, 5.5057, 27.4546, -0.0014, -0.0004, 0.0031
Si, -0.0853, 8.2234, 27.5772, 0.0034, 0.0014, 0.0058
Si, 5.5439, 8.1466, 27.6124, -0.0043, 0.0006, 0.0066
Si, 4.1018, 1.3673, 28.9126, 0.0863, 0.5447, 0.1444
Si, 9.5708, 1.3673, 28.9126, -0.0859, 0.08, -0.2308
Si, 1.3673, 4.1018, 28.9126, -0.3196, -0.5553, 0.1335
Si, 6.8362, 4.1018, 28.9126, 0.117, 0.1719, -0.3761
Si, 4.1018, 6.8362, 28.9126, 0.1616, -0.077, 0.4862
Si, 9.5708, 6.8362, 28.9126, -0.611, -0.0953, 0.0518
Si, 1.3673, 9.5708, 28.9126, -0.1982, 0.0113, 0.0562
Si, 6.8362, 9.5708, 28.9126, 0.5088, 0.2276, -0.0596
Si, 0, 0, 30.2798, -0.02, -0.0688, 0.0037
Si, 5.469, 0, 30.2798, 0.059, 0.0313, -0.069
Si, 2.7345, 2.7345, 30.2798, 0.013, 0.008, 0.0458
Si, 8.2035, 2.7345, 30.2798, 0.0776, 0.0123, -0.0488
Si, 0, 5.469, 30.2798, -0.081, -0.1561, -0.0552
Si, 5.469, 5.469, 30.2798, -0.0913, 0.007, 0.0335
Si, 2.7345, 8.2035, 30.2798, 0.077, -0.011, -0.0297
Si, 8.2035, 8.2035, 30.2798, 0.0686, 0.0574, 0.0498
Si, 1.3673, 1.3673, 31.6471, 0.0573, 0.022, -0.0207
Si, 6.8362, 1.3673, 31.6471, -0.0522, -0.0123, -0.0257
Si, 4.1018, 4.1018, 31.6471, -0.0053, -0.0099, 0.0008
Si, 9.5708, 4.1018, 31.6471, -0.0139, 0.0695, -0.0018
Si, 1.3673, 6.8362, 31.6471, 0.028, 0.0258, -0.0393
Si, 6.8362, 6.8362, 31.6471, -0.0327, 0.0178, -0.0247
Si, 4.1018, 9.5708, 31.6471, -0.0717, 0.0247, -0.0246
Si, 9.5708, 9.5708, 31.6471, 0.0036, -0.0364, -0.0001
Si, 2.7345, 0, 0.6835, 0.0474, -0.0412, 0.0168
Si, 8.2035, 0, 0.6835, 0.0043, 0.0078, -0.0116
Si, 0, 2.7345, 0.6835, -0.0019, -0.0271, 0.0293
Si, 5.469, 2.7345, 0.6835, 0.0031, -0.0019, 0.0266
Si, 2.7345, 5.469, 0.6835, -0.0045, 0.0203, 0.0017
Si, 8.2035, 5.469, 0.6835, 0.0395, -0.0297, 0.0064
Si, 0, 8.2035, 0.6835, 0.0184, 0.0167, 0.0301
Si, 5.469, 8.2035, 0.6835, -0.0105, -0.0486, 0.0319
Si, 4.1018, 1.3673, 2.0507, -0.1186, -0.0258, -0.0276
Si, 9.5708, 1.3673, 2.0507, -0.0164, -0.0499, 0.03
Si, 1.3673, 4.1018, 2.0507, 0.1304, 0.0829, 0.0338
Si, 6.8362, 4.1018, 2.0507, -0.0945, 0.0412, -0.0414
Si, 4.1018, 6.8362, 2.0507, -0.0309, -0.0064, 0.0455
Si, 9.5708, 6.8362, 2.0507, -0.0862, -0.0386, -0.0157
Si, 1.3673, 9.5708, 2.0507, 0.027, -0.0375, -0.0027
Si, 6.8362, 9.5708, 2.0507, 0.1009, 0.1546, 0.0378
Si, 0, 0, 3.418, -0.2815, -0.1676, -0.1589
Si, 5.469, 0, 3.418, 0.4255, 0.2792, 0.1253
Si, 2.7345, 2.7345, 3.418, 0.127, -0.1289, -0.4391
Si, 8.2035, 2.7345, 3.418, -0.0245, -0.0176, 0.4432
Si, 0, 5.469, 3.418, -0.3133, -0.034, 0.3129
Si, 5.469, 5.469, 3.418, 0.236, -0.2223, -0.5277
Si, 2.7345, 8.2035, 3.418, -0.237, 0.0269, -0.102
Si, 8.2035, 8.2035, 3.418, 0.3548, -0.0554, 0.0899
Si, 1.3006, 1.4187, 4.7248, 0.0043, 0.011, -0.0023
Si, 6.8912, 1.35, 4.8827, -0.0061, -0.0059, -0.0005
Si, 4.1964, 4.0179, 4.7182, -0.0103, -0.0083, 0.0006
Si, 9.545, 4.0991, 4.8613, -0.0052, 0.0026, -0.0074
Si, 1.3466, 6.8483, 4.7895, -0.002, -0.0003, 0.0033
Si, 6.8601, 6.7934, 4.7435, 0.0155, 0.0018, -0.0062
Si, 4.1243, 9.5648, 4.728, -0.0016, 0.006, 0.003
Si, 9.6247, 9.5382, 4.8409, -0.0068, -0.0096, 0.0021
Si, 2.837, 0.1631, 5.9427, -0.0117, -0.0401, -0.0128
Si, 8.2233, -0.1098, 6.2841, 0.0036, 0.0156, -0.0068
Si, -0.0674, 2.6513, 6.2298, -0.0022, 0.0092, -0.0094
Si, 5.5943, 2.8315, 6.2635, 0.0101, 0.0028, -0.0015
Si, 2.7167, 5.3314, 5.914, 0.0034, 0.0172, 0.002
Si, 8.2241, 5.5509, 6.2521, 0.0086, 0.0069, 0.0019
Si, 0.1301, 8.244, 6.3218, -0.0037, 0.0074, 0.0049
Si, 5.41, 8.0966, 6.0251, -0.0161, 0.0029, -0.0168
Si, 3.8535, 1.7356, 7.3568, 0.0171, 0.0398, -0.0088
Si, 9.9501, 0.9082, 7.6066, -0.0161, -0.0004, 0.0095
Si, 1.5839, 3.8852, 7.3454, -0.0204, 0.02, -0.0102
Si, 6.5699, 4.5463, 7.6685, 0.0328, -0.0253, -0.0016
Si, 4.1434, 6.5287, 7.2586, -0.0169, 0.0103, 0.0213
Si, 9.3306, 7.1789, 7.6122, 0.0205, -0.0164, -0.0197
Si, 1.5429, 9.9194, 7.4354, 0.0273, -0.0216, 0.0427
Si, 6.8654, 9.2055, 7.4414, 0.0082, -0.0053, 0.0109
O, 10.9848, 5.8895, 23.3566, -0.0013, -0.0023, -0.0181
O, 4.5291, 0.0365, 23.6744, -0.0051, -0.0021, -0.0145
O, 8.0547, 8.1814, 8.0311, -0.0123, 0.0084, 0.0219
O, 2.7151, 2.8074, 7.8869, 0.0107, -0.018, 0.0233
O, 7.1491, 4.0642, 23.8467, -0.0008, 0.0049, -0.0211
O, 1.6752, 9.2639, 24.5177, -0.001, 0.0017, -0.0221
O, 5.3177, 5.5827, 7.9321, -0.0341, 0.0229, 0.0165
O, 0.3391, -0.0416, 8.0181, 0.0165, -0.0143, 0.0099
O, 7.0496, 4.2107, 9.2176, -0.0118, 0.007, 0.0061
O, 5.7242, 9.673, 8.5673, 0.0126, -0.0105, 0.0181
O, 9.9829, 6.517, 8.9782, -0.0044, 0.0064, 0.0099
O, 2.8882, 9.6017, 8.7682, 0.0701, 0.1045, 0.0113
O, 4.3135, 0.9425, 8.714, 0.0248, 0.0257, 0.0234
O, 1.021, 4.7226, 8.6353, 0.0081, -0.0089, 0.0087
O, 9.2833, 1.2976, 9.0508, 0.0008, 0.001, 0.0016
O, 3.0601, 7.0538, 8.3622, -0.0153, -0.0348, -0.0539
O, 7.3884, 6.2249, 22.2248, 0.0089, 0.0058, -0.0061
O, 8.8757, 2.1373, 23.5022, 0.0002, 0.0008, -0.0192
O, 5.0907, 5.4966, 23.2901, -0.0004, 0.0002, -0.0063
O, 3.3195, 2.4056, 23.5698, -0.0003, 0.0034, -0.0043
O, 10.9155, -0.2541, 23.218, -0.0002, 0.0025, -0.003
O, 3.7331, 7.2106, 24.4895, 0.0013, -0.004, -0.022
O, 1.4371, 4.0449, 24.4909, 0.005, -0.0042, -0.0194
O, 6.7502, 9.6529, 24.3537, 0.0071, -0.0088, -0.025
Si, 14.6269, 1.0603, 22.7306, -0.0091, -0.0007, 0.0121
Si, -1.2892, 2.5811, 22.1327, 0.0089, -0.0025, 0.024
Si, 0.712, 11.5312, 22.0186, 0.0082, -0.0083, 0.0237
Si, 11.5904, 0.739, 14.9176, 0.004, -0.0005, 0.0034
Si, 5.7225, -0.6854, 11.9287, 0.0039, 0.0437, -0.0148
Si, 11.6465, 15.7357, 12.5958, -0.007, 0.0024, -0.0136
Si, 9.3434, 1.5279, 10.6716, -0.0058, 0.0038, -0.0416
Si, 5.2661, 4.0261, 19.9534, 0.0046, 0.0102, 0.0123
Si, 9.8033, 8.0249, 13.4409, 0.0008, -0.0005, 0.0068
Si, 10.3871, -2.9751, 16.4002, -0.0032, -0.0003, 0.0071
Si, 10.799, 5.2478, 9.6305, -0.0164, -0.002, -0.0232
Si, -0.2969, 5.443, 21.8154, 0.0037, 0.0122, 0.0232
Si, 8.5032, -1.2853, 11.4337, 0.0151, 0.0064, -0.0175
Si, 8.7771, 5.0262, 13.1552, -0.0014, -0.0053, -0.0086
Si, 7.2192, 3.5167, 15.5367, -0.0029, 0.0065, 0.0088
Si, 12.251, 6.0334, 15.319, -0.0009, 0.0032, 0.0083
Si, 5.6764, 5.6494, 17.2938, -0.0019, -0.0033, -0.006
Si, 4.4157, 10.3607, 9.2639, -0.1128, -0.009, -0.0973
Si, 13.399, 1.446, 18.6553, -0.0068, -0.005, 0.0032
Si, 9.6603, 0.7518, 19.8116, 0.0116, 0.0011, 0
Si, -1.1271, 2.2463, 16.9341, -0.0014, 0.0034, 0.0036
Si, 12.6058, 9.8644, 17.1572, 0.0061, -0.0006, 0.0057
Si, 5.1543, 1.1009, 20.0081, -0.0093, 0.005, 0.0162
Si, 3.5651, 7.7278, 16.3975, -0.0026, -0.0026, 0.0093
Si, 13.0111, 4.1046, 19.9872, -0.0031, -0.0017, 0.0022
Si, -3.6131, 9.6546, 19.7268, -0.0003, -0.0123, -0.0021
Si, 8.3964, 7.4326, 21.8493, -0.0014, -0.0085, 0.0241
Si, 2.53, 2.3972, 13.3458, -0.0028, 0.0033, 0.0066
Si, 5.6235, -1.456, 14.8048, 0.001, 0.0046, 0.0274
Si, 2.7761, 8.0065, 9.6661, -0.4279, -0.0779, -0.3456
Si, -3.5719, -2.6587, 16.9755, 0.0051, -0.0057, 0.0029
Si, 0.7867, 11.5915, 11.971, -0.003, 0.0111, -0.0097
Si, 6.4821, 4.9628, 22.6502, -0.0042, 0.0126, 0.0111
Si, 1.5639, -7.1522, 17.166, -0.0039, 0.0022, 0.0011
Si, 11.1379, 8.8044, 10.9155, 0.0103, 0.0002, -0.0495
Si, 5.3919, 1.3924, 14.0434, 0.0009, 0.0109, 0.0076
Si, 8.1376, 4.0517, 10.4173, 0.0135, -0.0106, -0.0268
O, 8.1277, 2.5478, 11.0313, 0.0013, -0.0005, 0.0125
O, 5.6314, -1.7177, 13.1911, -0.0072, -0.018, -0.0182
O, 9.8169, 1.5394, 18.4031, -0.0007, 0.0033, -0.0036
O, 3.6717, -6.666, 20.3291, -0.0006, -0.0011, -0.0016
O, -1.37, 8.9384, 10.3986, -0.0056, -0.0001, 0.0142
O, 0.0838, 0.1813, 20.5622, -0.0133, 0.0022, -0.0113
O, 1.1164, 8.0141, 9.8252, 0.0975, -0.0299, 0.0695
O, 15.0319, 2.367, 13.7867, 0.0011, -0.002, -0.0023
O, 17.8915, -1.2343, 10.9901, -0.0123, -0.0095, 0.0048
O, 12.5041, 0.1435, 18.2461, -0.0012, 0.0003, -0.0018
O, 10.9352, 6.4192, 16.2362, 0.0013, 0.0002, -0.0032
O, 10.2982, -2.3696, 14.8864, 0.0001, 0.0004, -0.0023
O, 7.8952, 4.4307, 14.3696, 0.0009, 0.0023, -0.0008
O, 13.2308, 12.1671, 12.2205, 0.0073, -0.0015, -0.0001
O, 6.7786, 6.7722, 16.937, 0.0004, 0.0069, 0.0018
O, 11.1041, 11.1739, 13.4387, -0.0016, -0.002, 0.0015
O, 12.9314, 4.6553, 15.8647, -0.0016, -0.0003, 0.0005
O, 19.6728, -0.5284, 19.5017, -0.0015, 0.0007, 0.0063
O, 0.288, 13.0958, 22.2886, -0.0061, 0.0072, -0.0078
O, 5.9449, 0.8003, 12.617, 0.0041, -0.0031, -0.0001
O, 5.6707, 2.5308, 19.3877, 0.0042, -0.0015, -0.0057
O, -1.9744, 1.7855, 20.883, -0.0056, -0.0057, -0.01
O, 5.1013, 0.0916, 15.0201, 0.0004, -0.005, -0.0045
O, 7.9765, 5.0593, 11.7004, -0.0032, 0.0078, 0.019
O, 12.5237, 2.0639, 14.6484, 0.0001, 0.0005, -0.0021
O, 6.1537, 4.1399, 21.307, -0.0036, -0.0028, -0.0085
O, 1.7507, 4.7162, 18.5061, 0.0002, 0.0019, -0.0024
O, 0.8835, 10.2796, 11.0291, 0.0003, -0.0034, 0.0191
O, 3.8671, 0.7383, 19.0749, 0.0025, -0.0027, -0.0014
O, 11.331, 8.8777, 17.3533, 0.0017, 0.0014, -0.003
O, 11.4814, 5.4715, 11.1024, 0.0155, -0.0055, 0.0259
O, 10.876, 12.7753, 11.1825, 0.0111, -0.0024, 0.0136
O, 3.0114, -2.003, 17.3753, -0.0018, 0.0023, -0.0042
O, 6.0612, 4.3713, 16.3336, 0.0036, -0.0023, -0.0006
O, -2.2481, 8.1809, 23.2862, -0.0023, -0.0052, -0.0175
O, 0.9945, 16.861, 13.737, 0.0053, 0.0022, 0.0007
O, 10.172, 4.1549, 12.9802, -0.006, -0.0018, 0.0034
O, 5.7207, 5.1289, 18.8431, 0.0004, -0.0002, 0.0012
O, 9.5879, 4.1832, 21.8612, -0.0032, -0.0025, -0.0042
O, 4.2168, 6.3968, 17.1081, -0.0014, 0.0046, -0.0027
O, 3.7419, 7.9567, 10.8466, 0.3206, 0.0162, 0.3184
O, 4.5065, -0.4461, 10.8668, 0.0282, -0.0347, 0.0431
O, 7.6293, 8.4713, 20.833, -0.0051, 0.0111, -0.0084
O, 1.8485, 2.4397, 19.8561, 0.0014, -0.0012, -0.0021
O, 8.9544, -2.8986, 17.1244, -0.0007, 0.0036, -0.0022
O, -1.1509, 6.7463, 21.234, 0.0008, -0.0039, -0.0067
O, -2.3314, -1.9521, 12.9058, -0.004, -0.0008, 0.0038
O, 8.9826, 0.2431, 11.5697, -0.0081, -0.0104, 0.0163
O, -0.6557, 12.0831, 15.8131, 0.0001, -0.0004, 0.0035
O, 4.6278, 8.38, 15.3996, 0.0029, 0.0006, -0.0052
O, 8.3658, 2.914, 16.5559, 0.0055, -0.0034, 0.0022
O, 2.3339, -3.6674, 15.4592, 0.0001, -0.0007, -0.0018
O, -4.7426, 10.7871, 20.1193, 0.0037, 0.0028, 0.003
O, 9.6309, 4.1203, 9.7405, -0.0072, 0.0013, 0.0113
O, 13.4712, 2.4614, 17.356, 0.0007, 0.0015, -0.0031
O, 2.3245, 0.3751, 22.1309, -0.0032, 0.0026, -0.0041
O, 11.0483, 8.0973, 12.3783, 0.0044, 0.0014, 0.0034
O, 6.5205, 2.2679, 14.7885, -0.0021, -0.0035, -0.0037
O, -1.7924, 6.5481, 13.5646, 0.0016, 0.0049, 0.0013
O, -0.0129, 3.4248, 17.0097, 0.0042, -0.0046, 0.003
O, 11.9985, 4.9237, 21.0121, 0.0052, -0.0035, -0.0042
O, 4.6655, 1.4661, 21.5154, 0.0103, -0.001, -0.0167
O, 7.0192, -1.7567, 15.6425, -0.0029, 0.0011, -0.0043
O, 12.5099, -0.3916, 15.666, -0.0022, 0.0031, -0.0036
O, 6.8067, -1.9287, 18.3263, 0.0051, 0.0008, -0.0004
O, 12.9247, 3.7858, 12.6719, 0.0044, -0.0017, 0.0003

Results
free energy: -135731.521 eV
free energy less fixed offsets of O -568.88, Si -635.61 eV per atom: 3.809 eV

The program warned: the cutoff lies below the one the program advises for these potential files; the forces do not sum to zero within the program's tolerance; the exchange-correlation potential is rough where the density is thin.
